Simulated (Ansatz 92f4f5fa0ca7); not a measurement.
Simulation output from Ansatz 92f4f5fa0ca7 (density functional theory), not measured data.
Periodic cell of 223 atoms, Si131O90As2, from a study of silicon, its oxide and their interface. The atomic structure is a simulated model.
Doubt: the cutoff is far below the 930 eV that the study's wrapper takes by default for these files, so forces and energies are approximate.
This geometry differs little from another in the collection (a relaxation step or a small displacement).

Settings
functional: PBE
potential files: Ansatz PAW
basis: plane waves
wave-function cutoff: 580 eV
density cutoff ratio: 5
exchange-correlation grid ratio: 1
k mesh: 1 x 1 x 1, Gamma-centred
self-consistency stop: 5e-08 eV per atom in the density residual
occupations: fixed
spin: none
net charge: 0

Cell vectors (angstrom)
a	10.938	0	0
b	0	10.938	0
c	0	0	32.1988

Atoms and the computed forces on them: element, x, y, z (angstrom), force x, y, z (eV/angstrom)
Si	10.5959	0.182	24.8987	-0.0271	-0.0314	-0.1779
Si	5.7573	10.6645	24.7436	0.0002	0.0056	-0.0136
Si	2.5493	2.9334	24.6457	-0.0168	0.0402	-0.0468
Si	8.4488	2.4714	24.8735	0.0544	-0.0181	-0.1779
Si	0.2774	5.1572	24.797	-0.0163	-0.0191	-0.098
Si	5.1721	5.7377	24.7059	0.0019	0.008	-0.0065
Si	2.9524	7.9944	24.5975	-0.0088	-0.0104	0.0113
Si	7.9621	8.4313	24.7513	-0.0107	0.007	0.0032
As	1.5041	1.241	26.0067	0.0918	-0.1006	-0.1587
Si	6.8559	1.2984	26.1092	-0.0075	-0.0247	0.0268
Si	4.0609	4.1097	26.0268	-0.0223	0.025	0.0024
Si	9.5286	4.1492	26.1047	-0.0241	0.0427	-0.027
Si	1.4133	6.824	25.9929	0.0297	0.0094	0.0323
Si	6.772	6.859	26.0362	-0.0172	0.0288	-0.0164
Si	4.1495	9.4893	25.9884	0.0171	-0.0205	-0.0413
Si	9.4701	9.5621	26.1948	0	0.0396	-0.0177
Si	2.849	-0.1245	27.3945	-0.0504	0.0478	0.0339
Si	8.1466	-0.019	27.5496	-0.0363	-0.051	0.0385
As	-0.0717	2.7845	27.5152	0.0279	-0.0334	0.0025
Si	5.4611	2.7308	27.3638	-0.007	0.0076	0.0334
Si	2.7251	5.4721	27.4205	0.0354	0.0394	0.0175
Si	8.153	5.5101	27.3816	-0.0279	0.0242	0.0465
Si	0.0111	8.1639	27.3773	0.0035	0.0039	0.0289
Si	5.454	8.1788	27.4541	0.0044	-0.0011	0.0227
Si	4.1092	1.3614	28.7584	-0.0434	-0.0266	-0.028
Si	9.506	1.3252	28.9061	-0.0211	-0.0108	0.0201
Si	1.3937	4.1634	28.8617	0.0129	0.0383	0.0215
Si	6.8226	4.1069	28.7561	0.0275	0.0103	-0.0421
Si	4.0958	6.8145	28.8131	-0.0217	-0.0163	-0.0354
Si	9.5595	6.8286	28.7667	-0.0144	-0.0344	-0.0429
Si	1.3744	9.5392	28.7572	0.0234	0.0431	-0.0347
Si	6.7885	9.5379	28.8629	0.0123	0.0162	-0.0396
Si	0.0281	-0.0193	30.1469	-0.0126	-0.0095	-0.0015
Si	5.4535	0.0099	30.165	-0.001	-0.0201	-0.0011
Si	2.7394	2.7188	30.1376	0.0056	0.0162	-0.0067
Si	8.1833	2.7613	30.1596	-0.0248	-0.0175	0.0354
Si	-0.0211	5.4784	30.1577	0.025	0.0231	0.0255
Si	5.4697	5.4594	30.1484	0.0116	0.0009	0.0015
Si	2.7341	8.1955	30.1483	0.0181	0.0041	-0.0039
Si	8.2121	8.1936	30.1541	-0.0039	-0.0119	0.0079
Si	1.3673	1.3673	31.515	0.1009	-0.0623	0.0158
Si	6.8362	1.3673	31.515	-0.026	0.0856	0.0169
Si	4.1018	4.1018	31.515	-0.0087	-0.0632	-0.0301
Si	9.5708	4.1018	31.515	-0.0739	0.067	0.0965
Si	1.3673	6.8362	31.515	-0.055	0.0528	-0.0321
Si	6.8362	6.8362	31.515	0.0579	-0.0894	0.0135
Si	4.1018	9.5708	31.515	-0.1657	0.0224	0.0119
Si	9.5708	9.5708	31.515	0.0299	-0.012	-0.0093
Si	2.7345	0	0.6835	0.0346	-0.0305	0.078
Si	8.2035	0	0.6835	-0.0221	0.0647	-0.1756
Si	0	2.7345	0.6835	-0.0808	0.0011	0.0285
Si	5.469	2.7345	0.6835	0.0254	-0.0391	-0.0079
Si	2.7345	5.469	0.6835	-0.0268	0.125	-0.2107
Si	8.2035	5.469	0.6835	0.0591	-0.0827	0.0593
Si	0	8.2035	0.6835	0.0783	-0.0431	-0.0433
Si	5.469	8.2035	0.6835	-0.0171	0.0442	0.0161
Si	4.1216	1.3644	2.054	-0.0038	-0.0137	0.0086
Si	9.5653	1.3562	2.0492	0.0058	0.0187	0.0011
Si	1.3684	4.1227	2.0329	-0.0158	-0.0107	0.0055
Si	6.8443	4.0889	2.0553	0.01	-0.0023	0.0023
Si	4.1033	6.8298	2.0514	0.0035	0.0101	-0.0001
Si	9.5766	6.8395	2.0482	-0.0003	-0.0103	0.0051
Si	1.3774	9.5508	2.0502	0.0087	0.0045	0.0079
Si	6.8272	9.5928	2.0467	-0.013	-0.0067	0.0037
Si	-0.0069	-0.0323	3.3861	-0.0013	-0.0075	-0.0118
Si	5.4859	0.014	3.4653	0.0056	0.0007	-0.0049
Si	2.7719	2.7825	3.3621	0.0079	0.0062	-0.0102
Si	8.1886	2.7004	3.4417	0.0017	-0.0042	0.002
Si	0.0159	5.4808	3.4264	0.0035	0.0042	0.0053
Si	5.4794	5.4666	3.4047	-0.0006	0.0021	-0.0155
Si	2.7652	8.2102	3.4416	0.0024	-0.003	0.0028
Si	8.2035	8.2271	3.3765	0.0029	0.0037	-0.0119
Si	1.3872	1.3936	4.6247	0.0012	0.0027	0.0313
Si	6.842	1.3521	4.8989	0.0009	0.0067	0.0006
Si	4.1519	4.0887	4.7954	-0.004	-0.0099	0.0257
Si	9.5701	4.088	4.7544	0.0032	0.0028	-0.0035
Si	1.4099	6.8353	4.8105	-0.0056	-0.0015	0.0031
Si	6.821	6.8909	4.7231	0.0033	-0.0021	0.0141
Si	4.1325	9.5796	4.8405	-0.0048	0.0002	-0.009
Si	9.552	9.5537	4.7814	0.0085	0.0013	0.0259
Si	2.7426	0.1142	6.0524	-0.0096	0.0046	-0.0066
Si	8.2021	-0.0572	6.2568	0.0046	-0.0059	-0.0003
Si	0.0223	2.6779	6.0346	0.0016	-0.0056	-0.0107
Si	5.4728	2.729	6.2837	-0.0016	0.0091	0.0016
Si	2.8106	5.4816	6.1713	0.0015	-0.0045	-0.0045
Si	8.1689	5.4846	6.0351	-0.0033	0.001	-0.0041
Si	0.0084	8.1905	6.1462	-0.0004	0.0059	-0.0015
Si	5.5253	8.2257	6.2269	0.0027	-0.0044	-0.0028
Si	3.8326	1.5759	7.5932	0.009	0.004	-0.0041
Si	9.8339	1.1465	7.4419	-0.0072	-0.0108	0.0023
Si	1.6239	3.8035	7.3017	0.0136	0.0043	-0.0032
Si	6.6461	4.4216	7.4726	-0.005	-0.0181	-0.0128
Si	4.401	6.6374	7.5375	-0.0055	-0.0078	0.0011
Si	9.3613	6.9533	7.397	0.0127	0.0018	-0.0072
Si	1.1364	9.9237	7.2858	-0.0021	-0.0107	-0.0136
Si	7.1565	9.2328	7.6617	0.0101	0.0078	0.005
O	8.3114	8.0961	7.9099	-0.0082	-0.0027	0.0067
O	2.7142	2.7414	7.9406	-0.0119	0.0021	0.0142
O	9.6366	1.4113	24.3506	0.006	0.0131	0.1271
O	4.0532	6.833	24.127	0.0103	-0.001	-0.0274
O	0.0228	0.0307	7.9464	0.0016	0.0061	0.0123
O	5.5185	5.5119	8.0261	0.0009	0.01	0.0089
O	6.8909	9.576	24.1974	-0.003	-0.0085	-0.012
O	1.3236	3.9674	24.2485	-0.006	-0.0265	0.0463
O	3.8555	7.3929	8.9254	0.0043	-0.0023	0.0072
O	0.8097	4.3773	8.5965	0.0032	-0.0055	0.0038
O	9.8085	6.1749	8.7901	-0.0019	-0.0006	0.0117
O	2.1071	9.3911	8.4964	0	0.0037	0.0111
O	7.5028	3.9313	8.7968	0.0014	0.0053	0.0118
O	4.2615	0.9308	9.0644	-0.0002	-0.001	0.0077
O	6.7299	9.5642	9.2182	0.0007	-0.0031	0.0047
O	9.203	1.8618	8.7887	0.0028	-0.0001	0.0076
O	7.7658	3.1365	23.5292	0.0193	-0.0255	0.0481
O	10.5248	5.8047	23.4523	0.0321	-0.0115	0.0404
O	5.0817	0.4061	23.4067	0.0088	0.0072	0.0111
O	5.8727	5.0482	23.3841	0.0116	-0.0221	0.0251
O	3.1482	2.2424	23.2716	-0.0168	0.0159	0.0252
O	2.3222	8.7259	23.2306	-0.0155	-0.0084	0.0177
O	8.6671	7.7436	23.4261	0.0193	-0.0163	-0.0015
O	0.2229	10.2986	23.6154	-0.0624	0.0887	0.1096
Si	4.4224	1.559	22.4683	0.0059	-0.031	0.0576
Si	3.4866	7.9376	14.023	-0.0002	-0.0005	-0.0266
Si	7.1171	0.9633	14.6604	-0.0002	-0.0017	-0.0267
Si	0.9588	9.3415	22.5327	0.0328	0.0174	0.033
Si	1.1749	4.3135	11.8724	0.0006	-0.0002	-0.0256
Si	6.2614	8.9689	15.3136	0.0008	-0.001	-0.026
Si	0.6741	1.371	12.2855	0.0012	-0.0002	-0.026
Si	8.6386	4.955	20.5169	0.005	-0.0076	0.0072
Si	0.3216	5.7163	9.3522	0.0013	0.0027	-0.0208
Si	5.0967	3.1209	17.9361	0.0009	0.0024	-0.0222
Si	0.8813	3.7466	16.7343	0.0009	0.0011	-0.0268
Si	10.4043	2.8456	19.2215	-0.0036	0.0046	-0.011
Si	5.2749	1.1876	10.3414	-0.0025	0.0023	-0.0264
Si	0.8834	0.1749	19.8579	-0.0128	-0.0021	-0.0224
Si	6.6414	9.4662	10.8558	0.0008	-0.0001	-0.023
Si	9.3393	9.6799	18.3244	-0.0009	-0.0002	-0.0184
Si	9.3859	9.2521	12.5658	0.001	-0.0006	-0.028
Si	6.6125	3.8231	22.6051	0.0034	0.0176	0.0486
Si	2.4349	8.0737	9.3711	-0.0033	0.0007	-0.0244
Si	10.5898	7.3709	17.0727	0.0007	0.0012	-0.0226
Si	2.5102	6.2953	16.5693	-0.0006	0.0025	-0.0243
Si	10.1712	4.4942	14.1801	0.0003	0.0017	-0.0291
Si	6.1366	9.1853	18.5106	0.0045	-0.0008	-0.0172
Si	7.9635	2.5764	9.5697	-0.0015	-0.0017	-0.0259
Si	8.8757	2.1472	12.4426	0.0024	0.0013	-0.0242
Si	5.3372	6.2449	18.0621	-0.0014	-0.0016	-0.0184
Si	3.9232	0.5569	19.4685	0.0068	0.001	-0.014
Si	4.2728	3.8446	12.043	0.0016	0.0002	-0.0283
Si	5.5398	6.6082	12.129	0.0002	-0.0008	-0.0249
Si	8.0114	2.5038	17.2184	0.0006	-0.0005	-0.0237
Si	4.3564	2.4837	14.9581	0.0005	0.0011	-0.0281
Si	1.5385	1.2139	15.2459	-0.0004	-0.0011	-0.0295
Si	1.5666	9.4177	12.0357	-0.0003	0.0006	-0.0252
Si	8.0462	6.8554	13.8608	0.0014	-0.0008	-0.0259
Si	10.3782	9.8407	15.4827	-0.0005	-0.001	-0.0252
Si	9.839	6.9906	22.5717	-0.0168	0.0065	0.0515
Si	8.1123	5.4877	17.4168	0.0027	0.001	-0.0253
O	6.0432	7.9643	11.2811	0.0004	-0.0006	0.0136
O	6.015	9.2069	16.8933	-0.0007	0.0005	0.0132
O	7.6791	1.3649	13.1896	-0.0001	-0.0006	0.0142
O	0.8921	1.7489	13.8562	0.0013	-0.001	0.0156
O	9.4299	6.2559	16.8807	-0.0002	-0.0007	0.0138
O	6.7581	6.2074	13.1265	0.0004	0.0002	0.0138
O	5.1292	4.659	18.6034	0.001	-0.0022	0.01
O	9.2268	2.1538	18.2744	-0.0002	-0.0021	0.009
O	2.3662	0.0891	19.0944	0.0032	-0.0006	0.0089
O	9.4141	10.2388	16.7661	0.0009	-0.0001	0.0142
O	2.7834	4.439	11.7045	0	-0.0008	0.0148
O	5.0653	10.3234	19.1042	-0.001	0.0017	0.0084
O	9.4204	3.2456	13.4843	-0.0007	-0.0006	0.0127
O	0.4591	1.7654	19.9534	0.0035	-0.004	0.0142
O	3.1527	1.3619	15.0506	0.001	0.0003	0.0154
O	8.1701	5.3882	19.0325	-0.0018	0.0021	0.0076
O	3.8941	6.5971	17.3805	0.0017	-0.0008	0.0115
O	4.5691	3.2817	16.3815	0.0007	-0.0015	0.0161
O	9.0573	5.6703	14.3084	0.0006	-0.0005	0.0135
O	5.5135	2.7191	22.1427	-0.011	-0.0078	-0.0069
O	10.6684	4.1474	15.6764	0.0029	-0.0023	0.0161
O	0.3404	3.8652	18.2708	0.0033	-0.0002	0.0085
O	10.4245	10.5112	19.2274	0.0051	0.0003	0.008
O	9.6381	10.0309	14.0255	0.0008	0.0009	0.016
O	10.9417	8.0943	22.1023	-0.0096	-0.0042	0.0028
O	1.1932	2.1643	16.5177	0.0001	-0.0007	0.0162
O	9.7415	3.7515	20.4106	0.0011	0.0004	0.0025
O	8.1358	4.035	16.6915	0.0001	0	0.0149
O	-0.0463	9.1094	11.902	0.0008	0.0003	0.0141
O	6.5802	2.4142	18.0013	-0.0001	-0.001	0.0122
O	5.5769	10.722	11.1881	0.001	-0.0009	0.014
O	7.7483	9.5922	18.8388	-0.0012	-0.0004	0.0079
O	10.0251	1.0269	12.0516	-0.0002	0.0003	0.0144
O	1.3079	6.9616	9.0551	0.0003	-0.0015	0.012
O	0.6183	4.7705	13.3425	-0.0003	0.0003	0.0149
O	5.7009	7.6242	18.9777	0.0003	0.0013	0.0086
O	5.2305	5.0921	11.5124	0.0014	0.0013	0.0135
O	2.7114	6.9921	15.1097	0.0004	-0.0014	0.0146
O	0.906	2.7487	11.4568	0.0002	-0.001	0.013
O	0.8597	10.6871	15.5398	0.001	-0.0002	0.0146
O	2.399	8.5864	10.9076	0.0017	-0.0002	0.0122
O	4.693	2.4372	11.2654	0.0013	-0.0013	0.014
O	4.2479	3.5152	13.6737	0.0007	-0.0016	0.0164
O	2.1958	4.6873	16.4741	-0.0003	-0.0023	0.014
O	10.6987	8.2524	15.693	0.0004	-0.0006	0.0147
O	6.9253	10.2961	14.6678	0.0012	0.0015	0.0147
O	2.3392	8.9609	13.4187	0.0014	0.0004	0.0141
O	8.0322	1.5283	15.9034	0.0017	0.001	0.0149
O	4.1256	7.0038	12.8494	0.001	-0.0001	0.014
O	4.1722	2.0085	18.7197	-0.0002	-0.0023	0.0107
O	7.3113	4.4195	21.2778	0.0001	-0.0114	0.0115
O	8.4056	2.9285	11.0955	0.0012	-0.0002	0.0149
O	1.1805	6.8694	17.3527	0.0012	-0.0004	0.0123
O	5.6534	1.5829	14.7517	0.002	0.0003	0.0146
O	8.1261	9.7607	11.584	-0.0002	-0.0003	0.0136
O	9.2245	6.2819	21.2502	0.0068	0.0036	0.003
O	8.9563	7.7206	12.8523	0.0002	0.0006	0.0136
O	1.6488	0.124	11.8667	0.0002	-0.0002	0.014
O	6.648	6.1501	17.0657	0.0018	-0.0007	0.0139
O	7.3894	7.8042	15.0339	-0.0004	0.0008	0.0153
O	1.2014	10.3079	21.2487	-0.0007	-0.0192	0.0086
O	10.0324	8.2023	18.3521	0.0019	-0.0004	0.0115
O	3.9578	0.8561	21.0818	-0.0003	0.0045	0.0075
O	0.3329	5.3386	10.9215	0	0.0001	0.0128
O	6.6915	1.5762	9.6321	0.0017	0.0001	0.0129
O	4.7731	8.7145	14.6769	0.0015	0.0013	0.0145

Results
free energy: -144176.313 eV
free energy less fixed offsets of As -4856.12, O -568.88, Si -635.61 eV per atom: 0.037 eV

The program warned: the cutoff lies below the one the program advises for these potential files; the exchange-correlation potential is rough where the density is thin.
